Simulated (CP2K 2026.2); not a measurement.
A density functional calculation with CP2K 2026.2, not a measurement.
Periodic cell of 504 atoms, Si360O144, from a study of silicon, its oxide and their interface. The atomic structure is a simulated model.
Doubt: the forces sum to 2.09 eV/angstrom along one axis rather than to zero, so they err by at least 0.0042 eV/angstrom per atom on average; the grid cutoff is modest.

Settings
functional: PBE
method: Gaussian and plane waves
basis set: DZVP-MOLOPT-SR-GTH
pseudopotentials: GTH-PBE
grid cutoff: 350 Ry, relative cutoff 50 Ry
k points: Gamma only
occupations: fixed
spin: none
net charge: 0

Cell vectors (angstrom)
a	16.32	0	0
b	0	16.32	0
c	-3.854	-3.4019	33.5418

Atoms and the computed forces on them: element, x, y, z (angstrom), force x, y, z (eV/angstrom)
Si	1.189	15.127	0.039	0.221	-0.064	0.735
Si	0.005	-1.518	33.454	0.231	-0.431	0.763
Si	1.485	3.958	0.08	-0.179	0.205	0.81
Si	4.225	6.705	0.059	-0.242	0.137	0.723
Si	1.123	9.79	0.116	0.088	-0.2	0.804
Si	4.252	11.8	0.134	0.01	0.244	0.654
Si	7.146	14.68	0.098	-0.301	0.106	0.78
Si	9.662	1.057	0.124	-0.064	0.201	0.722
Si	2.541	0.991	33.473	0.356	-0.146	0.74
Si	9.784	6.653	0.071	-0.216	0.087	0.838
Si	6.528	9.687	0.063	0.161	-0.033	0.77
Si	9.292	12.442	0.199	0.121	-0.135	0.77
Si	11.992	15.265	0.096	0.158	-0.199	0.674
Si	15.266	1.034	0.015	-0.11	0.081	0.761
Si	8.1	0.975	33.514	0.152	-0.211	0.791
Si	14.739	7.031	0.03	0.191	-0.168	0.851
Si	12.514	9.206	0.111	-0.095	0.238	0.78
Si	15.353	12.087	0.191	-0.224	0.022	0.68
Si	2.824	0.068	1.152	0.023	0.043	-0.034
Si	5.396	2.84	1.393	-0.008	0.028	-0.053
Si	2.681	5.504	1.373	0.026	-0.008	-0.031
Si	5.403	8.175	1.44	-0.012	0.017	-0.056
Si	2.719	10.78	1.531	-0.042	0.004	-0.044
Si	5.449	13.519	1.281	-0.02	-0.013	-0.095
Si	8.157	-0.059	1.486	0.003	0.005	-0.045
Si	10.86	2.728	1.282	0.01	-0.012	-0.04
Si	8.124	5.44	1.209	-0.002	-0.005	-0.033
Si	10.935	8.131	1.46	0.025	-0.007	-0.043
Si	8.102	10.847	1.405	-0.023	-0.009	-0.058
Si	10.898	13.63	1.405	0.051	-0.015	-0.026
Si	13.614	0.037	1.376	0.022	-0.013	-0.021
Si	-0.015	2.689	1.336	0.014	-0.003	-0.053
Si	13.587	5.426	1.313	-0.015	0.046	-0.071
Si	-0.044	8.193	1.382	-0.026	0.01	-0.058
Si	13.666	10.874	1.337	-0.036	0.047	-0.046
Si	0.126	13.627	1.514	0.002	0.04	-0.015
Si	1.424	1.349	2.646	0.026	-0.006	0.041
Si	4.042	4.156	2.776	-0.002	-0.011	0.006
Si	1.322	6.832	2.727	-0.015	0.017	0
Si	4.051	9.438	2.867	0.002	-0.013	0.033
Si	1.451	12.253	2.848	0.001	0.003	0.009
Si	4.113	14.977	2.586	-0.03	-0.009	-0.02
Si	6.755	1.389	2.688	0.016	0.008	0.001
Si	9.455	4.061	2.636	0.01	0.017	0.009
Si	6.83	6.792	2.685	0.016	-0.012	0.025
Si	9.523	9.514	2.727	-0.01	0.011	-0.012
Si	6.754	12.213	2.769	0.021	0.001	0.023
Si	9.544	14.936	2.83	-0.014	-0.005	0.027
Si	12.259	1.431	2.705	-0.007	-0.002	0.004
Si	14.935	4.055	2.676	0.005	0.011	-0.014
Si	12.275	6.752	2.785	0.006	-0.007	0.027
Si	14.956	9.541	2.784	0.021	-0.021	0.033
Si	12.273	12.225	2.69	-0.001	0	0.016
Si	14.943	14.95	2.751	0.009	0	0.016
Si	0.031	0.015	4.046	0.021	-0.007	-0.046
Si	2.707	2.722	4.076	-0.004	0.002	-0.015
Si	-0.025	5.428	4.049	-0.014	-0.004	-0.018
Si	2.673	8.107	4.172	0.018	-0.002	0.003
Si	0.019	10.888	4.135	-0.011	-0.017	-0.033
Si	2.803	13.665	4.093	0.012	0.008	0
Si	5.422	-0.003	4.028	-0.012	-0.004	0.012
Si	8.138	2.721	4.052	0.013	0.023	-0.005
Si	5.459	5.475	4.094	-0.027	-0.002	-0.009
Si	8.172	8.143	4.079	-0.012	-0.022	-0.024
Si	5.421	10.861	4.146	0.003	0.029	-0.021
Si	8.145	13.568	4.124	-0.002	-0.02	-0.029
Si	10.911	0.038	4.089	0.028	-0.008	-0.015
Si	13.6	2.747	4.094	-0.031	-0.015	0.013
Si	10.839	5.396	4.055	0.005	0.003	-0.029
Si	13.613	8.151	4.126	-0.015	0.003	-0.024
Si	10.89	10.886	4.065	0.017	0.011	0.002
Si	13.597	13.579	4.097	0.002	0.011	0.002
Si	1.392	-1.32	16.308	0.019	-0.001	0
Si	4.103	1.388	16.345	-0.001	-0.002	0.001
Si	1.382	4.084	16.304	-0.015	0.021	0.012
Si	4.088	6.799	16.338	-0.001	0.013	-0.001
Si	1.429	9.525	16.265	0.022	-0.013	-0.003
Si	4.072	12.245	16.31	-0.011	0.014	0.003
Si	6.793	-1.368	16.332	-0.011	0.016	0.002
Si	9.504	1.354	16.316	0.004	-0.013	-0.001
Si	6.801	4.095	16.359	0	0.015	0.003
Si	9.473	6.782	16.322	0.016	-0.031	0.016
Si	6.787	9.495	16.332	-0.005	0.006	0.019
Si	9.506	12.223	16.35	-0.001	-0.021	0.023
Si	12.259	-1.341	16.309	0.005	0.02	0.008
Si	-1.354	1.341	16.325	0.013	-0.024	0.019
Si	12.253	4.053	16.295	0.016	-0.009	-0.001
Si	-1.367	6.764	16.257	-0.012	0.003	-0.001
Si	12.175	9.505	16.261	-0.015	-0.001	-0.017
Si	-1.362	12.293	16.252	-0.021	0.001	0.013
Si	2.717	0.066	17.701	0.008	0.015	0.032
Si	5.48	2.718	17.735	-0.012	0.008	-0.001
Si	2.759	5.404	17.692	-0.008	0.007	0.032
Si	5.419	8.163	17.725	-0.009	-0.029	0.021
Si	2.739	10.888	17.695	-0.006	-0.014	-0.013
Si	5.403	13.61	17.678	0.001	-0.022	0.016
Si	8.149	-0.005	17.691	0.005	-0.008	-0.018
Si	10.888	2.7	17.647	-0.01	-0.005	0.02
Si	8.131	5.458	17.751	0.017	0.008	0.036
Si	10.818	8.154	17.656	-0.011	0.058	0.008
Si	8.134	10.839	17.708	0.015	-0.001	0.029
Si	10.893	13.626	17.655	0.021	0.005	0.019
Si	13.638	-0.035	17.716	-0.011	0.012	0.025
Si	-0.003	2.746	17.645	0.009	-0.021	-0.018
Si	13.599	5.422	17.653	0.012	0.005	0.015
Si	0.09	8.087	17.519	0.009	-0.003	0.004
Si	13.533	10.926	17.516	-0.017	-0.009	0.016
Si	0.026	13.629	17.623	-0.019	-0.011	0.015
Si	1.34	1.455	19.055	-0.004	-0.006	-0.011
Si	4.122	4.064	19.107	-0.003	0	-0.014
Si	1.368	6.752	19.012	-0.035	0.016	-0.038
Si	4.076	9.537	19.101	0.042	-0.007	0
Si	1.346	12.271	18.996	0.012	-0.007	0
Si	4.085	-1.295	19.043	0.018	-0.01	-0.038
Si	6.853	1.36	19.105	-0.006	0.027	0.002
Si	9.551	4.057	19.028	0.026	-0.005	-0.037
Si	6.739	6.821	19.148	0.021	0.006	-0.012
Si	9.475	9.467	19.105	-0.031	-0.012	0.008
Si	6.721	12.194	19.022	-0.039	0	-0.035
Si	9.513	-1.366	19.026	0.015	-0.009	-0.003
Si	12.241	1.351	19.019	0.006	-0.012	-0.035
Si	-1.326	4.096	19.026	0	0.025	-0.005
Si	12.19	6.78	18.956	0.004	-0.032	-0.03
Si	-1.312	9.539	18.635	0.027	0.003	-0.083
Si	12.236	12.243	18.992	0.034	-0.011	0.017
Si	-1.267	-1.395	19.078	-0.02	0.055	0.002
Si	-0.011	0.13	20.439	-0.022	-0.012	0.026
Si	2.726	2.746	20.478	-0.027	-0.014	0.046
Si	0.047	5.381	20.445	0.052	-0.008	0.058
Si	2.703	8.135	20.378	-0.002	-0.014	0.06
Si	-0.073	10.791	20.125	-0.022	0.006	0.039
Si	2.635	13.697	20.353	-0.051	0.028	0.034
Si	5.478	0.04	20.471	-0.048	-0.016	0.049
Si	8.291	2.653	20.459	0.031	0.019	0.056
Si	5.451	5.39	20.543	0.045	0	0.052
Si	8.045	8.195	20.577	0.008	0.025	-0.005
Si	5.385	10.901	20.524	-0.027	0.02	0.031
Si	8.135	13.549	20.297	-0.013	0.001	0.032
Si	10.9	-0.061	20.396	0.004	0.023	0.033
Si	13.563	2.819	20.345	-0.046	0.024	0.016
Si	10.83	5.486	20.398	-0.01	0.01	0.012
Si	13.721	8.202	19.96	-0.023	-0.017	-0.012
Si	10.845	10.913	20.368	-0.007	0.009	0.041
Si	13.755	13.416	20.384	0.057	-0.057	0.011
Si	1.559	-1.024	21.715	-0.162	-0.129	-0.755
Si	3.843	1.131	21.774	0.172	0.144	-0.807
Si	1.692	4.351	21.882	-0.289	-0.141	-0.729
Si	3.854	6.642	21.762	0.188	0.065	-0.787
Si	0.963	9.237	21.477	0.283	0.057	-0.775
Si	4.221	12.625	21.651	-0.194	-0.451	-0.748
Si	6.641	-1.62	21.669	0.236	0.317	-0.648
Si	9.977	1.596	21.803	-0.298	-0.227	-0.741
Si	7.077	4.138	21.785	-0.206	-0.016	-0.794
Si	9.156	6.483	21.745	0.083	0.163	-0.814
Si	6.942	9.832	21.981	-0.14	-0.164	-0.646
Si	9.225	12.035	21.694	0.089	-0.103	-0.656
Si	12.561	-1.299	21.501	-0.358	-0.243	-0.669
Si	-1.739	1.224	21.673	0.426	0.271	-0.585
Si	12.056	3.994	21.719	0.195	0.257	-0.732
Si	-1.214	7.063	21.436	-0.019	-0.226	-0.744
Si	12.555	9.648	21.3	-0.063	0.202	-0.484
Si	-1.515	11.703	21.731	0.063	0.312	-0.614
Si	5.558	2.467	24.046	0.048	-0.057	-0.169
Si	9.551	9.923	31.871	0.015	0.082	0.058
Si	-0.825	10.162	31.658	-0.161	-0.093	0.072
Si	-0.037	-0.997	24.28	-0.091	0.009	-0.111
Si	11.103	7.959	23.437	0.012	-0.002	0.021
Si	4.724	8.791	23.899	0.143	0.008	-0.035
Si	1.938	3.228	27.574	-0.04	-0.059	-0.158
Si	0.852	3.88	24.891	0.079	0.089	-0.166
Si	5.894	0.67	29.153	0.062	-0.147	-0.058
Si	-0.857	6.076	25.88	0.014	0.122	-0.049
Si	4.636	12.672	28.719	-0.011	0.097	-0.007
Si	4.727	7.238	29.719	-0.025	-0.069	0.001
Si	10.614	0.385	24.508	0.049	-0.038	-0.049
Si	8.459	4.416	27.16	-0.104	-0.028	0.024
Si	-1.408	4.648	31.386	-0.003	0.018	0.157
Si	1.803	11.445	31.124	0.171	-0.1	0.083
Si	7.139	-2.096	24.631	0.067	0.075	-0.249
Si	12.545	10.772	27.415	0.063	0.072	0.055
Si	9.929	13.558	24.332	0.057	0.132	-0.124
Si	-2.143	0.395	27.358	0.139	0.103	0.015
Si	13.271	5.95	23.804	-0.065	0.002	-0.131
Si	7.473	7.82	31.859	0.032	0.007	0.031
Si	-0.702	6.369	28.812	-0.029	0.027	0.083
Si	2.237	6.3	28.263	-0.024	0.108	-0.075
Si	1.812	-2.673	29.149	0.073	0.115	0.025
Si	4.422	3.175	28.897	-0.003	0.071	0.012
Si	1.577	-0.424	31.051	-0.078	0.025	0.172
Si	4.474	4.958	31.387	-0.063	-0.024	0.219
Si	0.155	9.057	26.054	0.047	-0.065	0.018
Si	8.649	8.796	29.328	0.08	0.022	0.04
Si	0.443	11.019	23.911	-0.117	0.1	-0.203
Si	0.222	1.105	28.748	0.086	-0.168	0.169
Si	5.62	12.22	26.04	-0.052	-0.002	-0.055
Si	5.501	-1.651	30.901	-0.058	0.134	0.067
Si	10.421	12.508	28.497	-0.054	0.018	-0.099
Si	13.069	-1.073	24.241	0.013	-0.031	-0.128
Si	-1	1.616	24.686	-0.074	-0.116	-0.061
Si	11.716	0.556	29.032	0.029	-0.016	0.107
Si	10.709	-1.77	30.56	0.141	-0.054	0.144
Si	3.288	11.394	24.28	-0.018	-0.036	-0.044
Si	10.523	9.476	25.679	-0.123	0.139	0.119
Si	9.278	7.129	27.042	-0.03	-0.066	0.098
Si	3.137	8.419	26.482	0.017	0.032	-0.097
Si	8.131	-0.335	30.767	-0.096	0.171	0.175
Si	-1.321	9.272	28.699	0.074	-0.092	-0.072
Si	3.751	9.869	29.285	-0.103	0.031	0.037
Si	5.754	4.272	26.22	0.088	-0.061	0.016
Si	0.088	-1.343	27.153	-0.035	0.113	-0.062
Si	-3.585	2.384	31.353	0.01	0.011	0.183
Si	9.539	1.589	27.186	0.128	0.056	-0.133
Si	6.602	6.514	27.381	0.119	-0.149	0.075
Si	8.223	10.942	27.209	0.072	0.086	0.052
Si	6.715	0.487	26.285	-0.122	0.075	-0.078
Si	12.038	13.284	26.268	0.045	-0.033	0.023
Si	1.377	14.979	5.431	-0.013	-0.003	-0.011
Si	4.075	1.354	5.417	0	-0.009	-0.006
Si	1.339	4.076	5.426	0.008	0.005	-0.004
Si	4.085	6.783	5.486	-0.004	-0.013	0.013
Si	1.35	9.518	5.497	-0.004	0.006	0.001
Si	4.098	12.267	5.477	0.003	0.012	0.012
Si	6.786	14.972	5.426	-0.007	0.011	-0.005
Si	9.516	1.378	5.425	0.001	-0.001	0.001
Si	6.799	4.08	5.432	0.005	0.002	-0.002
Si	9.522	6.781	5.436	0.009	-0.007	-0.004
Si	6.812	9.499	5.458	-0.011	-0.005	-0.01
Si	9.529	12.223	5.455	0.002	-0.015	0
Si	12.251	14.969	5.441	-0.002	-0.01	-0.001
Si	14.98	1.368	5.419	0.007	0.008	-0.01
Si	12.215	4.078	5.443	-0.006	0.005	0.006
Si	14.968	6.783	5.457	0.011	0.007	-0.002
Si	12.232	9.518	5.446	-0.008	0.004	-0.002
Si	14.962	12.242	5.469	-0.004	0.001	0.01
Si	2.723	0.012	6.801	-0.004	0.012	-0.002
Si	5.44	2.709	6.782	0.001	-0.002	0.009
Si	2.712	5.412	6.808	0.02	-0.004	0.001
Si	5.44	8.161	6.824	-0.008	-0.001	-0.002
Si	2.721	10.899	6.82	-0.011	0.007	-0.002
Si	5.457	13.619	6.823	0.001	-0.01	-0.004
Si	8.156	0.009	6.78	0.008	-0.01	0.003
Si	10.871	2.717	6.805	0.005	0.007	0.001
Si	8.158	5.432	6.799	-0.002	-0.004	-0.002
Si	10.877	8.15	6.799	0.003	0.009	-0.002
Si	8.173	10.863	6.814	0.014	0.005	-0.001
Si	10.881	13.608	6.798	-0.004	0.007	-0.004
Si	13.622	0.003	6.789	0.005	-0.014	-0.004
Si	-0.008	2.726	6.801	-0.002	0.003	0.003
Si	13.584	5.438	6.8	-0.012	0.011	0.006
Si	-0.007	8.145	6.832	0.004	-0.004	-0.005
Si	13.594	10.875	6.812	0.002	0.001	-0.012
Si	0.016	13.612	6.798	0.001	-0.006	0.001
Si	1.361	1.369	8.156	0.002	-0.003	0.006
Si	4.082	4.059	8.157	-0.022	-0.01	-0.001
Si	1.365	6.787	8.171	-0.003	0.014	0.001
Si	4.081	9.531	8.171	0.018	0.023	-0.006
Si	1.357	12.251	8.173	0	-0.01	-0.003
Si	4.081	14.972	8.166	0.004	-0.012	0.006
Si	6.801	1.36	8.151	0.001	0.004	-0.003
Si	9.517	4.078	8.164	0.011	-0.003	0.007
Si	6.801	6.79	8.165	-0.002	0.003	0.001
Si	9.526	9.506	8.17	-0.005	-0.015	0.002
Si	6.815	12.242	8.163	-0.003	0.015	0.001
Si	9.513	14.967	8.148	0.003	-0.007	-0.001
Si	12.244	1.354	8.148	-0.006	0.001	-0.002
Si	14.948	4.081	8.158	-0.008	-0.004	-0.002
Si	12.236	6.8	8.166	0.009	0.005	-0.004
Si	14.949	9.513	8.176	-0.005	-0.009	0.008
Si	12.236	12.244	8.162	0.005	-0.005	0.002
Si	14.971	14.965	8.157	0.007	0.007	-0.004
Si	0.007	0.004	9.515	-0.011	-0.006	0
Si	2.723	2.714	9.523	0.011	-0.002	0.003
Si	-0.006	5.435	9.523	0	0	-0.002
Si	2.721	8.161	9.522	0	-0.009	-0.005
Si	-0.004	10.881	9.524	0.003	0.006	-0.004
Si	2.726	13.608	9.524	-0.006	0.001	0.007
Si	5.445	0.006	9.523	-0.001	0.004	0.004
Si	8.157	2.715	9.519	-0.004	-0.003	0.001
Si	5.438	5.428	9.516	0.002	0	-0.003
Si	8.161	8.15	9.522	0.008	0.016	-0.001
Si	5.445	10.889	9.521	-0.011	-0.012	0
Si	8.165	13.607	9.52	0.01	-0.006	0.003
Si	10.878	0	9.509	0.008	-0.005	0.001
Si	13.593	2.718	9.513	0.009	0.009	0
Si	10.876	5.438	9.521	0.003	0.007	0.003
Si	13.592	8.155	9.534	-0.008	0.004	0.002
Si	10.88	10.879	9.523	-0.001	0.002	-0.003
Si	13.603	13.603	9.513	-0.001	-0.005	-0.006
Si	1.366	14.968	10.878	0.005	0.003	0.002
Si	4.085	1.361	10.885	-0.009	0.003	0.003
Si	1.364	4.078	10.876	-0.001	-0.001	-0.001
Si	4.082	6.795	10.871	0	0.015	0.001
Si	1.361	9.522	10.881	-0.012	0.006	-0.003
Si	4.086	12.248	10.883	0.008	0.004	-0.001
Si	6.804	14.965	10.884	-0.002	-0.014	0
Si	9.518	1.355	10.879	0.006	0.006	0
Si	6.799	4.073	10.88	0.003	-0.005	0
Si	9.515	6.793	10.883	-0.002	0	-0.002
Si	6.801	9.519	10.868	0.005	-0.006	-0.008
Si	9.517	12.24	10.877	0.005	0.001	0.006
Si	12.236	14.96	10.869	0.003	-0.003	0.002
Si	14.962	1.363	10.865	0	-0.008	-0.006
Si	12.235	4.075	10.877	-0.001	-0.004	-0.003
Si	14.956	6.793	10.888	0.003	0.01	0.001
Si	12.234	9.519	10.889	0.007	-0.002	0.004
Si	14.956	12.243	10.879	-0.006	-0.003	0
Si	2.728	0.001	12.242	-0.001	-0.009	0.004
Si	5.443	2.72	12.246	-0.005	-0.001	-0.001
Si	2.725	5.439	12.234	0.004	-0.002	0
Si	5.449	8.154	12.222	0.009	0.014	-0.009
Si	2.727	10.884	12.237	0.002	-0.006	0.003
Si	5.447	13.604	12.246	-0.003	0.01	0.01
Si	8.161	0.001	12.253	0.007	-0.005	0.001
Si	10.872	2.72	12.238	0.008	0.001	0.004
Si	8.157	5.431	12.241	0	0.008	0.008
Si	10.867	8.157	12.241	0.001	0.006	0.001
Si	8.147	10.881	12.231	-0.006	-0.01	-0.005
Si	10.874	13.603	12.232	0.003	-0.003	-0.002
Si	13.596	0.008	12.218	0.009	0.006	-0.004
Si	0.01	2.71	12.225	-0.007	0.001	-0.003
Si	13.595	5.427	12.243	-0.01	-0.003	0.001
Si	0	8.16	12.239	0.005	-0.002	0.001
Si	13.596	10.884	12.243	0.004	0.002	-0.002
Si	0.003	13.607	12.228	-0.01	-0.007	-0.006
Si	1.374	1.367	13.597	0.007	-0.011	-0.001
Si	4.088	4.088	13.602	-0.006	0.007	0.002
Si	1.37	6.801	13.589	-0.018	0.022	0.003
Si	4.107	9.523	13.578	0.003	-0.03	-0.011
Si	1.363	12.25	13.588	-0.007	0.015	0.005
Si	4.09	-1.352	13.604	0.001	-0.003	-0.002
Si	6.798	1.364	13.614	-0.011	0.014	-0.001
Si	9.514	4.074	13.606	0.001	-0.008	0.001
Si	6.79	6.788	13.593	0.004	0.003	-0.007
Si	9.489	9.512	13.588	-0.001	0.016	-0.002
Si	6.801	12.239	13.608	0.009	-0.016	0.002
Si	9.52	-1.368	13.61	0.012	-0.007	0.003
Si	12.234	1.355	13.587	0.004	-0.001	-0.002
Si	-1.355	4.053	13.583	0.023	-0.006	-0.001
Si	12.222	6.786	13.594	0.015	0.007	0
Si	-1.361	9.521	13.598	-0.01	0.004	0.003
Si	12.226	12.245	13.592	-0.002	0.001	0.006
Si	-1.352	-1.336	13.571	-0.012	-0.004	-0.005
Si	0.011	0.01	14.947	-0.012	0.011	-0.001
Si	2.741	2.722	14.958	0.006	0.011	-0.005
Si	0.01	5.416	14.924	0.004	0.006	0.002
Si	2.766	8.152	14.926	-0.004	0.02	-0.002
Si	0.012	10.886	14.947	-0.002	-0.014	0.021
Si	2.722	13.611	14.951	0.015	-0.012	-0.002
Si	5.44	0.007	14.978	-0.005	-0.022	-0.002
Si	8.148	2.731	14.977	0.014	0.001	0.006
Si	5.444	5.439	14.977	-0.004	0.004	-0.002
Si	8.135	8.146	14.953	0	0	-0.003
Si	5.444	10.875	14.968	-0.006	-0.001	0.004
Si	8.16	13.592	14.978	-0.003	0.01	0.004
Si	10.877	0.005	14.959	0.011	0.004	-0.005
Si	13.609	2.693	14.946	-0.016	-0.01	-0.001
Si	10.868	5.431	14.971	-0.003	0.012	0.011
Si	13.582	8.151	14.937	-0.006	-0.001	0
Si	10.835	10.887	14.931	0.011	-0.019	0.002
Si	13.595	13.636	14.911	0.015	0.006	-0.006
O	2.75	-0.01	22.216	-0.012	-0.09	0.265
O	-0.389	10.16	25	-0.717	-0.047	-0.071
O	4.428	8.5	25.486	0.411	-0.183	0.362
O	11.028	2.8	22.134	0.049	-0.061	0.21
O	2.753	5.539	22.267	0.014	0.166	0.425
O	-2.185	5.592	25.108	-0.298	-0.249	0.252
O	-0.633	7.673	25.779	-0.406	0.079	-0.324
O	6.962	-1.007	25.783	0.264	-0.051	0.181
O	-1.275	-0.555	33.165	0.006	-0.145	-0.051
O	-0.099	8.111	21.993	0.131	0.042	0.504
O	5.438	13.653	21.913	0.133	0.156	0.3
O	10.839	-1.77	32.16	-0.18	0.364	-0.196
O	5.747	5.883	26.155	-0.329	0.323	-0.572
O	9.33	10.435	26.141	-0.127	0.291	-0.558
O	2.697	0.3	31.986	0.503	0.141	-0.506
O	-1.936	1.086	25.902	-0.477	0.248	-0.034
O	5.928	13.172	24.777	-0.437	-0.003	-0.301
O	8.944	11.358	32.294	0.226	0.158	-0.217
O	8.448	13.317	24.92	-0.122	-0.599	0.168
O	6.99	2.112	33.117	-0.018	-0.224	-0.532
O	11.079	-2.67	27.527	-0.077	0.49	0.081
O	11.852	8.416	22.101	-0.176	-0.485	-0.267
O	2.849	11.985	32.232	0.071	0.42	-0.217
O	12.228	0.334	24.245	0.381	0.566	0.116
O	-1.65	1.772	23.211	-0.191	0.438	0.272
O	0.803	-1.602	23.049	0.101	-0.339	0.23
O	5.425	2.138	29.573	0.294	0.151	0.547
O	3.682	9.979	23.566	-0.416	0.042	-0.2
O	0.734	-1.468	31.983	0.198	-0.185	-0.524
O	-2.111	5.78	32.292	0.122	0.217	-0.209
O	8.664	0.463	32.07	0.282	0.232	-0.308
O	5.148	3.934	27.677	0.032	-0.067	0.211
O	3.334	9.25	27.853	0.069	0.004	0.135
O	10.636	13.034	30.005	0.15	-0.432	0.437
O	-3.771	7.561	33.172	0.033	0.074	-0.315
O	11.532	3.063	32.194	-0.257	-0.052	-0.377
O	9.336	-1.103	30.091	-0.123	0.004	-0.551
O	4.23	11.494	25.61	-0.297	-0.055	0.242
O	5.418	4.026	32.285	0.06	0.079	-0.261
O	-0.902	9.975	30.077	0.106	0.092	-0.367
O	4.404	1.791	23.154	-0.253	0.266	0.291
O	3.247	5.504	32.292	-0.063	-0.345	-0.187
O	-0.514	3.067	25.131	-0.338	0.136	0.664
O	5.437	13.094	27.391	0.218	0.671	0.165
O	1.918	3.266	25.951	0.588	-0.397	-0.192
O	4.896	-1.807	32.396	-0.649	0.01	-0.03
O	10.376	1.286	25.827	0.246	0.288	0.204
O	8.116	5.318	22.263	0.113	-0.108	0.543
O	2.267	-1.318	29.9	0.423	0.013	-0.452
O	12.607	4.637	23.12	0.101	-0.33	0.519
O	4.392	10.16	33.18	0.11	-0.13	-0.285
O	1.236	12.622	30.222	-0.671	0.157	0.054
O	12.169	1.781	29.978	0.1	0.396	-0.364
O	6.932	12.87	33.172	-0.138	-0.006	-0.174
O	-1.611	7.7	28.969	-0.613	-0.211	0.309
O	0.616	-2.512	28.097	-0.437	-0.491	0.099
O	7.342	3.838	26.105	0.237	-0.574	-0.331
O	0.483	5.414	25.241	0.565	0.548	-0.036
O	0.817	6.927	28.691	0.038	0.561	0.104
O	-0.601	8.755	32.418	-0.136	-0.206	-0.264
O	7.556	8.037	30.261	-0.322	-0.078	-0.289
O	5.215	-2.973	30.049	0.166	-0.165	0.151
O	10.654	9.376	24.081	-0.031	0.37	-0.099
O	-2.099	10.962	32.245	-0.092	-0.156	-0.537
O	4.553	8.772	30.162	0.109	0.068	0.274
O	9.581	9.717	30.278	0.496	0.268	-0.285
O	11.045	12.698	25.121	0.078	-0.629	-0.09
O	7.715	7.483	26.726	-0.103	0.606	-0.349
O	-0.189	3.997	32.233	0.105	0.037	-0.318
O	5.332	6.228	30.828	0.41	0.115	0.158
O	12.628	0.404	27.714	-0.253	0.125	-0.634
O	10.249	0.885	28.445	-0.353	-0.272	0.404
O	11.011	9.611	32.467	0.282	0.393	-0.158
O	-1.053	5.62	27.422	-0.046	-0.399	0.105
O	2.04	4.734	28.095	-0.054	-0.185	0.344
O	5.611	7.244	28.378	-0.183	0.244	-0.023
O	8.891	12.191	28.035	-0.326	0.457	0.184
O	9.797	7.077	23.115	-0.184	-0.003	0.675
O	12.395	-1.919	23.022	-0.19	-0.468	0.307
O	1.729	11.664	24.673	0.058	0.504	0.532
O	6.21	9.296	23.379	0.288	-0.206	0.576
O	4.748	11.09	28.978	0.45	-0.2	0.307
O	9.711	0.99	23.297	-0.348	-0.082	0.338
O	7.909	9.775	28.286	-0.686	0.076	0.161
O	-0.624	11.974	23.108	0.046	0.369	0.425
O	13.606	10.63	22.125	-0.058	-0.061	0.212
O	-1.391	1.126	28.6	-0.379	0.222	0.322
O	9.533	5.559	26.717	0.424	-0.267	-0.161
O	-2.044	6.585	22.728	0.179	0.134	0.092
O	5.694	0.469	27.552	-0.553	-0.202	-0.212
O	12.151	7.03	24.243	0.034	0.136	0.648
O	3.188	2.407	28.188	0.156	-0.581	0.17
O	1.551	7.377	33.098	0.008	-0.23	-0.303
O	4.41	7.439	23.07	0.07	-0.19	0.137
O	9.363	3.16	27.594	0.304	0.011	0.408
O	-2.465	3.491	31.015	0.138	-0.163	-0.542
O	2.465	10.326	30.16	-0.112	-0.37	-0.23
O	11.295	11.15	28.371	-0.381	-0.458	0.617
O	6.055	8.263	32.456	-0.324	-0.148	-0.298
O	6.863	11.239	26.393	-0.119	-0.182	-0.269
O	1.203	10.104	22.818	0.462	-0.1	-0.064
O	3.246	6.669	29.445	-0.161	0.071	0.291
O	6.216	1.351	25.011	0.169	-0.013	-0.23
O	4.925	3.595	25.026	-0.452	0.127	-0.011
O	0.796	0.045	27.64	0.61	0.129	-0.284
O	2.84	6.88	26.882	0.368	-0.456	-0.157
O	0.537	10.959	31.985	0.131	0.144	0.303
O	1.48	2.196	33.147	-0.037	-0.039	-0.379
O	7.477	5.319	28.148	-0.088	-0.181	0.305
O	9.752	4.717	33.114	-0.049	0.003	-0.547
O	9.529	7.661	28.566	0.633	-0.377	0.28
O	0.67	0.681	30.252	-0.02	0.226	0.096
O	9.915	12.997	22.817	0.231	0.105	-0.203
O	8.075	1.036	26.903	-0.176	-0.232	0.181
O	6.598	3.235	23.064	0.314	-0.032	0.237
O	-2.962	1.197	32.255	0.094	-0.134	-0.388
O	12.5	12.797	33.122	0.123	-0.078	-0.582
O	11.976	9.847	26.237	0.27	-0.307	-0.479
O	13.092	12.149	26.745	0.436	0.263	-0.332
O	1.285	3.721	23.339	0.137	-0.223	0.099
O	-1.506	-1.104	27.313	-0.459	-0.391	0.206
O	7.894	6.338	32.311	-0.087	-0.419	-0.384
O	8.561	8.821	32.522	0.097	-0.032	0.542
O	7.072	-1.459	31.214	0.137	-0.454	0.05
O	13.542	-0.018	21.747	0.174	0.137	0.081
O	12.804	-1.778	25.663	0.074	0.389	0.471
O	-0.873	5.348	30.039	-0.009	0.017	-0.039
O	5.02	-0.395	30.005	-0.477	0.065	-0.034
O	11.833	-0.822	29.886	0.627	-0.123	-0.118
O	3.104	13.054	28.418	-0.072	-0.116	-0.626
O	3.942	4.119	30.114	-0.474	-0.144	0.028
O	-1.644	-1.089	24.031	-0.19	0.127	-0.339
O	0.251	0.59	24.49	0.592	0.15	-0.222
O	0.411	-1.753	25.628	0.349	-0.502	-0.048
O	7.434	0.583	29.643	0.322	0.257	-0.392
O	1.758	8.949	25.804	0.172	0.119	-0.492
O	0.651	2.578	28.278	-0.232	0.274	0.335
O	-0.177	9.506	27.576	0.198	0.473	0.317
O	3.594	12.471	23.135	-0.087	0.267	0.291
O	8.121	10.955	22.322	0.123	0.05	0.418
O	-2.672	9.982	28.224	0.021	-0.142	-0.005
O	7.214	-1.356	23.187	0.14	0.514	0.126
O	10.245	7.946	26.091	0.407	-0.269	-0.048
O	10.156	-1.173	24.596	-0.097	0.001	0.304

Results
total energy: -101650.849 eV
total energy less fixed offsets of O -438.35, Si -107.03 eV per atom: 2.351 eV
